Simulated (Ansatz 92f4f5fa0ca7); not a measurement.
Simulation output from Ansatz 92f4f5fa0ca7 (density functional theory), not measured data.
Periodic cell of 184 atoms, Si120O64, from a study of silicon, its oxide and their interface. The atomic structure is a simulated model.
This geometry differs little from another in the collection (a relaxation step or a small displacement).

Settings
functional: r2SCAN
potential files: Ansatz PAW
basis: plane waves
wave-function cutoff: 800 eV
density cutoff ratio: 5
exchange-correlation grid ratio: 1
k mesh: 1 x 1 x 1, shifted by 0.5 0.5 0 of a step
self-consistency stop: 1e-10 eV per atom in the density residual
occupations: fixed
spin: none
net charge: 0

Cell vectors (angstrom)
a 10.88 0 0
b 0 10.88 0
c 0 0 27.228

Atoms: element, x, y, z (angstrom)
Si 0.4316 -0.1955 -0.1159
Si 2.9729 2.4138 0.2181
Si -0.0846 5.5228 -0.2142
Si 2.593 8.4246 0.0506
Si 5.0267 0.1148 0.0375
Si 7.7798 2.7602 -0.2406
Si 5.8563 5.3085 0.0086
Si 8.5209 7.7248 -0.0735
Si 1.4522 1.2204 1.4719
Si 4.1739 4.1324 1.2162
Si 1.4092 6.7311 1.1632
Si 4.0286 9.5033 1.5151
Si 6.7534 1.2293 1.189
Si 9.5739 3.8838 1.0124
Si 6.9724 6.7609 1.4191
Si 9.6013 9.4985 1.05
Si 0.0011 2.6635 2.5618
Si 2.7292 -0.0636 2.8939
Si 0.0331 8.1253 2.5291
Si 2.7647 5.4247 2.5686
Si 5.4758 2.6856 2.5944
Si 8.2008 -0.0829 2.4903
Si 5.5098 8.1166 2.6668
Si 8.296 5.2621 2.5997
Si 1.3697 4.0619 3.9079
Si 4.1164 1.3935 4.042
Si 1.31 9.425 4.0511
Si 4.1044 6.7601 3.9684
Si 6.8496 4.0082 3.9643
Si 9.5076 1.3076 3.9044
Si 6.8555 9.5113 3.9577
Si 9.5768 6.7435 3.9198
Si -0.0414 -0.0259 5.3276
Si 2.7056 2.7372 5.3359
Si 0.0502 5.4256 5.3071
Si 2.737 8.1076 5.3418
Si 5.483 -0.0041 5.3271
Si 8.1796 2.6579 5.3177
Si 5.4658 5.3969 5.3069
Si 8.1892 8.1146 5.2945
Si 1.3276 1.3606 6.6686
Si 4.0707 4.0909 6.6859
Si 1.3716 6.7874 6.6957
Si 4.0797 9.519 6.6579
Si 6.8064 1.3482 6.6937
Si 9.5277 4.0691 6.6416
Si 6.7963 6.7906 6.6654
Si 9.4912 9.5072 6.6914
Si -0.0281 2.7283 8.0369
Si 2.6899 -0.0123 8.0061
Si -0.0101 8.1583 8.0313
Si 2.7219 5.4601 8.0477
Si 5.434 2.7191 8.021
Si 8.1323 -0.0025 8.054
Si 5.4335 8.175 8.0255
Si 8.1668 5.4318 8.0111
Si 1.2973 4.1507 9.3673
Si 4.0406 1.365 9.339
Si 1.316 9.5365 9.3981
Si 4.0704 6.8331 9.394
Si 6.8026 4.0802 9.3756
Si 9.4657 1.384 9.4043
Si 6.7665 9.5436 9.4107
Si 9.4842 6.8279 9.3886
Si -0.0949 0.0016 10.7502
Si 2.6698 2.7689 10.6187
Si -0.0614 5.499 10.7847
Si 2.6733 8.1699 10.7503
Si 5.392 0.0439 10.7382
Si 8.133 2.7552 10.8058
Si 5.4747 5.4795 10.7041
Si 8.1354 8.1936 10.7646
Si 1.2425 1.4935 11.939
Si 4.0498 4.112 11.9349
Si 1.2939 6.857 12.1558
Si 4.0259 9.5539 12.0607
Si 6.7258 1.4022 12.1353
Si 9.4455 4.1821 12.1854
Si 6.8025 6.8282 12.1216
Si 9.4372 9.5369 12.1998
Si -0.0523 2.8004 13.4523
Si 2.5964 0.1248 13.1975
Si -0.0209 8.1999 13.622
Si 2.6974 5.3979 13.3243
Si 5.3591 2.8417 13.3915
Si 7.9846 0.0222 13.5628
Si 5.3603 8.1686 13.416
Si 8.1421 5.5438 13.6418
Si 1.6459 3.8482 14.7228
Si 3.7621 1.5936 14.5388
Si 1.0279 10.0527 14.6112
Si 4.1492 6.6052 14.6647
Si 6.4013 4.4466 14.7827
Si 9.5757 1.2869 14.7212
Si 6.8911 9.1962 14.8482
Si 9.3168 7.116 15.0916
Si 2.8599 2.0251 18.5565
Si 1.5466 4.8053 17.6824
Si -0.9408 6.4908 18.2531
Si 5.6292 -1.8247 17.8055
Si 5.0904 0.9366 17.1788
Si 7.6444 9.6065 19.9286
Si 3.1589 7.4307 17.4631
Si 11.4944 1.1207 24.2924
Si 1.6482 10.0705 17.5457
Si 10.1571 0.1208 19.0708
Si 7.6754 2.5123 16.8838
Si 4.2311 3.8973 23.5244
Si 2.9824 10.7361 23.073
Si -4.2387 7.1137 24.8959
Si 6.895 1.169 21.4272
Si 6.8089 5.1545 22.7948
Si -0.988 7.819 20.8429
Si 4.1175 1.941 21.3252
Si 0.379 10.1534 21.9235
Si 4.4964 8.9768 25.0539
Si 8.9665 2.6001 19.6191
Si 6.8256 2.4954 24.0929
Si 1.4996 14.6759 25.0272
Si 8.6739 16.2287 20.4904
O -0.1504 0.253 -4.0994
O 1.9791 -0.7166 -5.2684
O 1.9674 2.94 -0.9291
O -1.2258 6.6423 -0.5673
O -3.4815 6.3686 -3.5426
O -3.2085 7.9921 -1.4427
O 1.504 9.5119 -0.5434
O 3.5473 9.5222 -3.3211
O 4.0273 1.3343 -0.4122
O 7.6752 2.1595 -1.7844
O 8.2444 1.7406 -6.4541
O 5.6617 2.0693 -6.3733
O 5.7569 6.0711 -1.435
O 6.8412 4.0732 -0.3511
O 5.271 10.1452 -1.3432
O 10.9271 11.491 -1.4966
O 1.2454 4.6365 16.0944
O -7.828 1.8263 20.1399
O 4.4267 0.6958 15.7262
O 2.6851 2.659 15.1916
O 1.8795 9.8635 15.9721
O -0.1733 11.0554 15.1098
O 3.2431 7.3127 15.8385
O 7.2347 5.291 21.2353
O 5.2761 5.5521 15.2747
O 11.0383 5.3004 18.337
O 8.9923 2.0028 16.0807
O 10.4069 7.7071 19.2711
O 8.1625 8.2453 15.183
O 6.1901 9.2936 16.3108
O 12.8932 3.3731 18.2763
O 9.7392 6.8589 16.6761
O 9.4252 3.9297 20.3851
O -0.1095 -0.1642 20.5179
O 5.1911 5.113 23.0148
O 4.6618 7.7762 17.9342
O -2.2519 10.4952 18.994
O 4.1312 11.5204 22.284
O 2.255 8.6508 18.0795
O 2.8814 -6.5509 24.329
O 10.1769 1.74 18.9626
O 2.6402 5.9806 17.9779
O 6.7505 10.5244 20.9134
O 4.9155 10.4912 18.1058
O 5.2354 2.875 24.3445
O 6.9944 3.7644 16.1363
O 0.0876 10.2149 17.9305
O 5.588 -2.7522 24.2541
O 10.8184 -2.2893 21.9209
O 13.1262 0.6252 18.0143
O -2.8753 2.9923 18.3824
O 3.5887 -2.8384 26.033
O 6.748 8.7609 18.9087
O 6.6483 1.2715 16.963
O 0.5452 2.7576 24.1791
O -2.4055 8.5932 20.8494
O 2.1981 11.6991 24.1106
O 0.5992 15.9071 25.5936
O 6.9536 1.2546 23.0502
O 4.3305 2.1788 17.8829
O 8.5712 5.9428 18.9662
O 3.6539 14.0869 22.1898
O 7.4687 3.7884 23.3599
O 9.6568 -4.5715 21.3559

Results
free energy: -113256.361 eV
free energy less fixed offsets of O -570.45, Si -639.56 eV per atom: -0.361 eV

Forces (eV/angstrom), in the order of the atoms: element, x, y, z
Si 0.0154 0.0107 -0.0122
Si -0.0116 -0.0003 0.0002
Si -0.0133 0.002 -0.0155
Si -0.0041 -0.0009 -0.02
Si 0.0036 -0.0089 -0.0211
Si -0.0197 -0.0018 0.0241
Si 0.0098 0.004 0.0151
Si -0.0214 -0.0208 -0.0164
Si -0.0003 -0.0109 -0.0162
Si -0.0056 -0.0051 0.0028
Si 0.0068 0.007 0.0032
Si 0.0016 0.0155 -0.0095
Si -0.0063 0.0081 0.001
Si -0.0043 -0.0024 -0.0114
Si 0.0012 -0.0103 -0.0077
Si 0.0118 0 0.0086
Si -0.0074 0.001 -0.0001
Si -0.0086 -0.0057 -0.0077
Si -0.0052 -0.0035 -0.0126
Si -0.0018 -0.0028 -0.0034
Si 0.0155 0.0103 -0.0123
Si -0.0067 -0.0046 -0.0019
Si 0.0054 -0.0002 0.0007
Si 0.0016 -0.0035 -0.0076
Si -0.0017 0.0034 0.0064
Si 0.0117 -0.0041 0.0009
Si -0.0014 -0.0028 0.0037
Si -0.0031 -0.001 0.0043
Si -0.003 -0.01 -0.0007
Si 0.0005 0.0065 0.0047
Si 0.006 -0.0043 0.0046
Si -0.0008 0.0021 0.004
Si -0.0009 -0.0046 0.0041
Si -0.0029 -0.0016 0.003
Si -0.0049 0.0052 0.0036
Si -0.0039 -0.0017 0.0033
Si -0.0022 0.0022 0.0045
Si -0.007 -0.0002 0.0011
Si 0.0035 -0.0016 0.0056
Si 0.0071 -0.0015 0.0028
Si -0.0011 -0.0001 -0.0029
Si 0.0017 0.0007 -0.0007
Si -0.0035 -0.0047 -0.001
Si 0.0066 -0.0006 -0.0005
Si 0.0056 -0.0018 -0.0017
Si 0.0058 -0.002 -0.0033
Si -0.0004 0.0011 -0.0017
Si -0.0072 -0.0039 -0.0017
Si -0.0092 0.002 0.002
Si -0.0046 -0.0043 0.0016
Si 0.0001 -0.0009 0.0016
Si 0.0003 0.0021 -0.0003
Si -0.0001 0.0015 -0.0004
Si 0.0027 0.001 -0.0003
Si 0.0005 0.0014 0.0018
Si 0.0005 -0.0012 0.0057
Si -0.0025 0.0005 -0.0057
Si 0.0025 0.0003 -0.0053
Si -0.0026 -0.0011 -0.0045
Si 0.0048 -0.0064 -0.0064
Si 0.0049 -0.001 -0.0061
Si 0.0023 -0.0028 -0.0035
Si 0.003 -0.0032 -0.0045
Si -0.0005 0.0017 -0.0029
Si -0.0058 -0.0001 -0.0048
Si 0.0024 0.0012 0.002
Si -0.0078 0.0011 -0.006
Si -0.0046 0.0044 -0.0072
Si 0.0029 -0.0006 -0.0043
Si 0.0004 -0.0037 -0.0093
Si -0.0114 0.0044 -0.0034
Si 0.0039 -0.0062 -0.0006
Si -0.0057 0.0018 0.0169
Si 0.001 0.0016 0.0076
Si -0.0037 0.0001 0.0098
Si 0.0029 -0.0046 0.007
Si 0.0033 -0.0032 0.0051
Si -0.0002 0.006 0.0068
Si 0.0132 0.0146 0.0169
Si -0.0004 -0.0046 0.0094
Si 0.0072 -0.0037 -0.0019
Si -0.0125 0.002 0.0093
Si -0.0028 -0.0008 0.0033
Si -0.0026 -0.0072 -0.0009
Si -0.0085 -0.0023 0.0044
Si 0.0005 0.0078 0.0021
Si -0.0005 -0.0036 -0.003
Si 0.0022 -0.0033 -0.0007
Si 0.0066 0.0023 0.0056
Si -0.0004 0.0008 0.0104
Si 0.0101 0.0186 0.0028
Si 0.0022 -0.0007 0.0137
Si 0.004 0.0032 0.01
Si 0.0017 -0.0013 0.0056
Si 0.0088 -0.0324 -0.0263
Si -0.0176 0.0121 -0.029
Si 0.0001 0.0022 -0.0038
Si 0.0027 -0.0017 0.0014
Si 0.0002 0.0019 0.0039
Si -0.0045 0.0034 -0.0006
Si 0.004 0.0019 0.0054
Si 0.0003 0.0057 0.0028
Si 0.0015 0.0049 0.0034
Si 0.005 0.0052 -0.0028
Si 0.0022 0.0019 0.0013
Si 0.0056 -0.0065 -0.0041
Si 0.0015 -0.0077 -0.0015
Si -0.0017 -0.001 0.0067
Si 0.0036 -0.0023 0.0029
Si 0.0059 -0.0046 0.0002
Si -0.0035 0.0059 -0.0025
Si 0.0003 -0.0009 0.0027
Si -0.0034 0.0028 0.0027
Si -0.0006 0.0013 -0.001
Si 0.0027 0.0002 0.0004
Si -0.0017 0.001 -0.0071
Si 0.004 -0.0005 0.0023
Si -0.0072 0.0051 0.0001
Si -0.0019 0.0002 -0.0081
Si -0.001 0.0036 0.0042
O -0.001 -0.0005 0.0042
O -0.0017 -0.0007 -0.0033
O 0.0173 -0.0108 -0.0046
O 0.0025 0.0072 -0.0012
O 0.0031 -0.0025 0.0012
O 0.0052 0.0086 0.0122
O 0.0002 0.0017 0.0024
O -0.0037 -0.0032 0.0009
O -0.0011 -0.0095 0.0113
O 0.0131 -0.0077 0.01
O 0.0005 0.0024 0.0035
O 0.0018 0.0006 -0.0005
O -0.0105 0.0101 0.0077
O 0.024 0 -0.0451
O -0.0001 -0.0028 0.0161
O -0.004 -0.0023 0.0131
O -0.0078 -0.0002 -0.0088
O 0.0019 -0.0008 0.0026
O -0.0017 0.002 -0.016
O 0.0021 0.0052 -0.0066
O -0.0054 -0.0013 -0.017
O 0.0047 -0.0055 0.0106
O -0.0015 0.0017 -0.0085
O -0.001 -0.0031 -0.0034
O -0.007 -0.008 -0.0067
O 0.0018 0.0087 -0.0024
O -0.0013 0.0058 -0.01
O -0.0041 0.0035 -0.0013
O 0.0085 0.0214 0.0511
O -0.006 0.0115 -0.0152
O -0.0075 0.0027 -0.0035
O 0.0109 -0.0145 -0.0159
O -0.0003 0.0006 -0.0053
O 0.0009 -0.0037 0.0044
O 0.0008 -0.003 -0.0073
O -0.0028 -0.0037 -0.0022
O -0.0034 0.0006 0.0021
O 0.002 0.0008 0.0023
O 0.0012 0.001 0.0062
O -0.0024 -0.0001 -0.0016
O -0.0031 -0.0035 -0.0034
O 0.006 -0.0032 -0.0056
O 0.0026 0.0015 0.0035
O 0.0028 -0.0012 -0.0067
O 0.0024 0.0021 0.0012
O -0.0091 0.0054 -0.0008
O -0.0025 0.0022 -0.0003
O 0.0024 0 0.001
O -0.0016 0.0016 -0.0014
O 0.0005 0.0023 -0.0066
O -0.0019 -0.0015 0.001
O 0.0008 0.001 0.0162
O 0 -0.0014 0.0005
O -0.0003 0.0006 -0.0035
O 0.0015 -0.0001 0.0033
O -0.0014 0.0022 -0.0013
O 0.0011 -0.0006 0.0022
O 0.003 -0.0029 0.0162
O 0.0007 0.0004 0.0005
O -0.0001 0.0024 -0.0041
O -0.0014 0.0028 -0.0055
O 0.0043 -0.0019 0.0029
O -0.0007 -0.0007 0.0003
O -0.0013 -0.0015 0.0016

The program warned: the cutoff lies below the one the program advises for these potential files; the forces do not sum to zero within the program's tolerance; empty levels may hold ghost states of the PAW files; the exchange-correlation potential is rough where the density is thin.
